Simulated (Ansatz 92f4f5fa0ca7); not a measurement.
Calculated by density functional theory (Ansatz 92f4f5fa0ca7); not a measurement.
Periodic cell of 288 atoms, Si144O112H32, with a vacuum gap, from a study of silicon, its oxide and their interface. The atomic structure is a simulated model.

Settings: functional r2SCAN; potential files Ansatz PAW; basis plane waves; wave-function cutoff 800 eV; density cutoff ratio 5; exchange-correlation grid ratio 1; k mesh 1 x 1 x 1, shifted by 0.5 0.5 0 of a step; self-consistency stop 1e-11 eV per atom in the density residual; occupations fixed; spin none; net charge 0; applied field sawtooth along c, amplitude +0.015 V/angstrom in the program's sign convention, ramp centred at 0.9897 of c and 0.0205 of c wide, no dipole correction.

Cell vectors (angstrom)
a	10.887	0	0
b	0	10.887	0
c	0	0	48.7552

Atoms: element, x, y, z (angstrom)
Si	0.2779	-0.2769	34.9845
Si	3.1149	2.5513	35.173
Si	-0.1627	5.8048	35.1203
Si	2.5237	8.4193	34.9336
Si	5.2933	0.3556	35.1108
Si	7.87	2.995	35.1478
Si	5.7155	5.2238	35.0697
Si	8.5428	7.9645	35.2676
Si	1.4275	1.342	36.3002
Si	4.2103	4.1058	36.4983
Si	1.4251	6.912	36.407
Si	4.1073	9.5684	36.2814
Si	6.802	1.443	36.5193
Si	9.5475	4.1451	36.3405
Si	6.8741	6.7829	36.403
Si	9.6861	9.5467	36.5007
Si	0.0308	2.7236	37.6436
Si	2.7609	0.0026	37.7353
Si	0.1087	8.1999	37.8768
Si	2.756	5.4798	37.721
Si	5.4904	2.7609	37.9233
Si	8.2196	0.025	37.7465
Si	5.4596	8.1854	37.6617
Si	8.2128	5.4426	37.8058
Si	1.3691	4.0888	39.0407
Si	4.0852	1.3538	39.1471
Si	1.4463	9.569	39.1802
Si	4.1123	6.839	39.0758
Si	6.8708	4.1149	39.2096
Si	9.5733	1.3992	39.0831
Si	6.8179	9.5291	39.0564
Si	9.5653	6.8204	39.1424
Si	0.0213	0.0339	40.4678
Si	2.6996	2.7326	40.4448
Si	0.0231	5.4235	40.4599
Si	2.7705	8.1627	40.4968
Si	5.4634	-0.0249	40.4643
Si	8.2191	2.7138	40.5069
Si	5.4428	5.4772	40.4721
Si	8.1592	8.1764	40.4515
Si	1.3572	1.3907	41.8353
Si	4.067	4.0859	41.7959
Si	1.3717	6.7912	41.8182
Si	4.1074	9.5198	41.8558
Si	6.8248	1.333	41.8209
Si	9.5578	4.0872	41.8555
Si	6.7953	6.8232	41.8257
Si	9.5209	9.5457	41.7943
Si	0.0131	2.7273	6.9717
Si	2.6992	-0.0037	6.9258
Si	-0.0379	8.1512	6.8916
Si	2.7118	5.4213	6.9331
Si	5.4106	2.6849	6.8833
Si	8.1808	-0.0127	6.9507
Si	5.4519	8.1592	6.9641
Si	8.1278	5.4278	6.9197
Si	1.3635	4.0812	8.332
Si	4.0629	1.343	8.2851
Si	1.2959	9.5229	8.2523
Si	4.071	6.7749	8.2807
Si	6.7635	4.0171	8.2451
Si	9.5292	1.3654	8.3111
Si	6.8132	9.5169	8.3118
Si	9.4595	6.8164	8.2605
Si	-0.0397	-0.0207	9.6796
Si	2.718	2.6834	9.6831
Si	-0.0946	5.442	9.5911
Si	2.6586	8.15	9.5645
Si	5.4389	-0.0103	9.64
Si	8.1073	2.6795	9.6459
Si	5.4063	5.3509	9.6072
Si	8.1195	8.1403	9.6995
Si	1.3721	1.2985	11.0384
Si	4.0976	4.0201	11.0448
Si	1.2339	6.8415	10.8873
Si	4.0538	9.4714	10.902
Si	6.7935	1.3005	11.0643
Si	9.4167	4.099	10.9633
Si	6.7421	6.6817	10.9716
Si	9.4137	9.5757	11.0678
Si	-0.1616	2.6222	12.2406
Si	2.836	-0.0555	12.3561
Si	-0.0421	8.2675	12.3233
Si	2.5294	5.3634	12.1527
Si	5.5447	2.7171	12.4515
Si	7.9944	-0.1109	12.5822
Si	5.2525	7.9485	12.2153
Si	8.1076	5.4646	12.4445
Si	0.8849	4.3058	13.4272
Si	4.1301	1.379	13.7397
Si	1.5768	9.3495	13.625
Si	3.5276	6.9262	13.5075
Si	7.0826	3.8567	13.8495
Si	9.2434	1.5625	13.738
Si	6.5278	9.1367	13.6983
Si	9.7163	6.7175	13.6454
Si	11.5973	-10.3045	28.8405
Si	-0.7331	17.5204	19.6708
Si	7.6785	-2.743	20.172
Si	8.1806	7.6041	15.9478
Si	21.3368	17.6468	24.9081
Si	12.0289	3.8315	33.3195
Si	-0.5104	9.3698	20.645
Si	-16.735	-3.9838	24.7238
Si	12.3046	5.4178	18.254
Si	11.7895	-3.8217	27.4508
Si	-1.1352	9.2386	28.3669
Si	8.7689	15.8427	26.4607
Si	-4.5624	-39.1194	28.4904
Si	5.2095	7.0037	29.9135
Si	6.7803	-1.4646	33.1461
Si	-16.0613	24.9623	18.982
Si	11.9094	10.8783	18.64
Si	11.3587	-6.6362	28.0946
Si	15.8719	25.729	25.8231
Si	-10.1075	1.5386	23.7814
Si	5.067	15.6079	21.5585
Si	30.8461	-20.9496	27.1137
Si	14.4494	5.3941	16.2483
Si	26.8799	-0.3716	16.0356
Si	24.3397	13.6333	19.0719
Si	14.4899	-23.2602	18.5653
Si	8.9364	13.302	22.3359
Si	-19.4626	2.9012	15.3674
Si	-3.4406	-10.0222	20.0309
Si	-6.0233	-11.0609	21.1485
Si	-4.5063	-9.5	28.7934
Si	3.5978	0.4111	27.5757
Si	-8.6337	13.527	26.1122
Si	-1.0199	-9.0693	33.251
Si	11.4764	-1.4947	23.641
Si	17.8316	6.7897	22.6679
Si	-7.1154	-13.5688	27.3785
Si	11.3842	0.4729	15.803
Si	7.5002	-1.0589	17.8638
Si	14.2332	-2.4224	22.6974
Si	7.6488	24.3612	24.9708
Si	9.7001	-16.3021	22.3889
Si	11.0646	-18.9831	30.754
Si	14.1603	6.9423	20.1489
Si	14.1232	13.323	21.9467
Si	-4.4999	-5.7407	16.7223
Si	15.4122	7.1565	32.9024
Si	7.1511	-12.2109	30.1873
O	10.5541	-13.4537	24.4458
O	-0.1687	-18.0454	29.4923
O	-14.2852	-12.0163	31.7467
O	4.4171	-12.1473	22.2825
O	4.1865	1.4528	34.5893
O	1.3778	-1.3822	34.4458
O	4.9131	-9.6551	28.0872
O	-2.4687	-8.748	33.8612
O	4.1164	9.7857	27.3515
O	27.9602	-2.6071	30.0488
O	16.1188	5.3333	25.0286
O	19.9817	25.781	22.1532
O	15.2807	28.5837	31.3164
O	-2.253	-20.2823	25.702
O	-1.3509	7.0831	15.2472
O	-0.0779	5.5528	13.6905
O	-4.4305	12.6738	19.1604
O	8.5407	6.8732	19.6001
O	-8.6716	5.9693	16.9504
O	11.883	2.4592	25.1016
O	4.1342	13.81	18.6492
O	19.4176	6.5533	22.674
O	10.0828	1.0665	15.0544
O	0.0277	-0.1858	19.9021
O	11.9141	-0.8144	14.9829
O	7.6508	-5.9778	27.6438
O	10.9587	9.416	22.1279
O	7.4291	6.3955	16.7354
O	13.0411	12.6714	22.9481
O	3.9056	-3.0283	18.9668
O	-17.6644	3.7298	22.4403
O	4.3149	5.9159	20.7949
O	6.8277	19.6731	18.9391
O	-9.7679	-6.9844	15.0004
O	6.4512	-21.6756	29.7918
O	26.3063	-14.156	26.0753
O	23.7537	1.2817	18.7735
O	4.5705	11.8878	15.3201
O	4.2792	-11.4281	19.686
O	-15.7993	-5.2787	29.5515
O	8.763	9.2119	20.7701
O	14.0382	18.6021	33.5791
O	13.89	-9.6855	26.2913
O	8.2053	-10.8459	18.8269
O	-0.5141	-8.974	22.8917
O	9.2501	10.0903	27.0607
O	24.7264	-8.3841	13.9409
O	-2.6864	13.6066	14.2667
O	-4.4318	7.426	24.0847
O	5.3422	-1.2548	14.7083
O	8.4488	30.6502	16.9345
O	6.0913	-0.1514	33.7788
O	25.7699	-3.6545	23.5238
O	2.7101	-2.9877	21.3245
O	-5.2449	-2.5864	33.0244
O	-4.6927	5.3702	22.4999
O	10.6587	27.4758	23.6813
O	-13.2575	-9.2207	20.9563
O	12.9699	6.0519	19.5689
O	23.3778	-28.8526	18.3116
O	29.5127	13.0662	23.4101
O	-4.0932	14.9777	34.563
O	-1.7958	-4.4868	25.7637
O	10.9959	10.9411	17.3078
O	-0.3989	5.8249	21.0308
O	-3.54	8.0927	14.6436
O	-6.8029	20.696	17.0663
O	-19.7686	-1.2855	18.5673
O	-17.5294	7.3888	28.6831
O	1.1525	14.5411	31.7173
O	13.4525	-2.7618	14.0723
O	6.4926	10.6247	16.871
O	6.48	-21.8087	21.0059
O	8.4727	-12.623	29.3476
O	-10.8586	10.0441	29.1576
O	21.745	8.0879	19.7823
O	6.4768	-6.4339	15.2505
O	-0.7532	-17.4309	27.0558
O	3.421	-7.1189	16.1548
O	-5.7577	-17.5137	27.4096
O	-0.1486	-5.0374	18.368
O	13.4738	3.4363	33.8948
O	-8.7277	19.894	23.6406
O	-11.936	-8.6688	31.6723
O	9.5957	-4.0047	34.6146
O	12.5859	1.5567	15.9983
O	0.6427	5.2949	33.7745
O	11.9795	-5.1509	28.3598
O	26.679	16.6004	17.0809
O	6.0806	2.7783	25.4245
O	22.3145	-10.885	24.2601
O	27.6141	-6.9887	20.4185
O	13.3192	-7.8984	20.6584
O	1.6457	14.1725	27.4891
O	21.2573	0.3253	33.6579
O	26.0539	12.1596	21.5591
O	8.3115	4.0384	25.2138
O	21.3149	-3.0513	27.9257
O	0.7899	17.4167	25.927
O	5.0065	-15.9243	33.7333
O	-8.7267	18.9552	27.4264
O	17.4555	4.0132	17.8686
O	0.0657	-8.0891	33.9551
O	3.891	16.952	14.8309
O	2.2664	-21.4435	28.4887
O	-2.9257	8.8605	34.058
O	-4.2269	29.4953	21.3585
O	18.669	1.2231	28.0001
O	21.4126	1.2911	27.7686
O	3.4432	3.5671	25.5254
O	28.2338	2.9725	29.2476
O	11.7536	1.47	30.1698
H	0.5331	2.2102	42.7678
H	2.1631	0.5533	42.7678
H	4.8714	3.2471	42.7283
H	3.2392	4.9017	42.7283
H	2.1844	5.9604	42.7506
H	0.5353	7.5981	42.7506
H	4.9243	8.6931	42.7882
H	3.2725	10.3282	42.7882
H	5.9847	2.1361	42.7534
H	7.6497	0.5143	42.7534
H	8.7099	4.882	42.7879
H	10.3742	3.2601	42.7879
H	5.9713	7.6427	42.7582
H	7.598	5.9826	42.7582
H	8.6956	10.3639	42.7268
H	10.3225	8.7041	42.7268
H	-0.8033	3.5544	6.0393
H	0.8372	1.9078	6.0393
H	1.8932	0.8337	5.9933
H	3.5341	-0.8121	5.9933
H	-0.8394	8.9928	5.9591
H	0.7985	7.3443	5.9591
H	1.8991	6.2521	6.0006
H	3.5396	4.6056	6.0006
H	6.2507	1.8818	5.9509
H	4.6062	3.5237	5.9509
H	9.0062	-0.831	6.0182
H	7.3559	0.8059	6.0182
H	4.635	8.9859	6.0316
H	6.276	7.3397	6.0316
H	8.9756	4.6329	5.9873
H	7.3251	6.2683	5.9873

Results
free energy: -156491.402 eV
free energy less fixed offsets of H -15.71, O -570.45, Si -639.56 eV per atom: -1.642 eV

Forces (eV/angstrom), in the order of the atoms: element, x, y, z
Si	-0.0008	-0.0044	0.0364
Si	-0.0005	-0.0024	0.0264
Si	-0.002	-0.0041	0.0248
Si	-0.003	0.0015	0.0316
Si	0.0012	0.0002	0.0277
Si	-0.0033	-0.0048	0.0315
Si	0.0014	-0.0037	0.0355
Si	-0.0029	-0.0006	0.0258
Si	0.0083	-0.0032	-0.0109
Si	0.0054	-0.01	-0.0132
Si	-0.0091	0.0046	-0.0133
Si	-0.0037	0.0094	-0.0142
Si	-0.0073	0.0045	-0.0184
Si	-0.0046	0.0078	-0.015
Si	0.0115	-0.0027	-0.0135
Si	0.0025	-0.0094	-0.0135
Si	-0.0073	-0.0068	0.0141
Si	-0.0034	-0.005	0.0081
Si	0.0013	0.0042	0.0038
Si	0.0041	0.001	0.0167
Si	0.0086	0.0058	0.0085
Si	-0.0002	0.0046	0.0129
Si	-0.0056	-0.0048	0.0124
Si	-0.0036	-0.0087	0.0071
Si	-0.0038	-0.0029	0.03
Si	0.0069	0.0038	0.0141
Si	0.0004	0.0041	0.0085
Si	0.0115	0.0166	0.0267
Si	0.0012	-0.0007	-0.0039
Si	-0.006	0.0036	0.0204
Si	0.0161	0.0132	0.0266
Si	-0.0047	0.0056	0.011
Si	0.0077	-0.0186	0.1678
Si	0.0244	-0.0228	0.1819
Si	-0.0087	0.0134	0.1941
Si	-0.0194	0.0034	0.1893
Si	-0.0244	0.0152	0.1883
Si	-0.0144	0.0075	0.1795
Si	0.0266	-0.0401	0.1741
Si	0.0115	-0.0201	0.1711
Si	-0.0449	-0.0208	0.3352
Si	0.0326	0.0494	0.2732
Si	0.0895	-0.01	0.273
Si	0.0821	-0.0547	0.3388
Si	0.0394	0.0615	0.296
Si	-0.0023	-0.1033	0.3319
Si	0.0259	0.0282	0.3467
Si	0.0362	-0.0125	0.2833
Si	-0.0337	-0.0246	-0.3112
Si	-0.0931	-0.0165	-0.285
Si	-0.0678	0.0653	-0.2908
Si	0.017	0.0404	-0.291
Si	0.0109	-0.0126	-0.3236
Si	0.0269	0.0228	-0.2122
Si	-0.0532	-0.0175	-0.3339
Si	-0.074	0.0036	-0.3145
Si	-0.0093	0.0149	-0.1686
Si	0.0056	-0.0102	-0.1962
Si	0.0027	0.0074	-0.1871
Si	-0.0151	0.0144	-0.162
Si	0.0157	0.0026	-0.1963
Si	-0.0057	-0.0025	-0.1601
Si	-0.0161	0.0264	-0.1789
Si	0.0013	-0.0037	-0.2043
Si	0.0071	-0.0006	-0.016
Si	-0.0104	-0.0012	-0.0248
Si	0.0037	-0.007	-0.0105
Si	-0.0041	-0.0135	-0.009
Si	-0.0154	-0.0104	-0.0119
Si	0.0032	0.0022	-0.0135
Si	-0.0112	-0.0045	-0.0229
Si	-0.0024	-0.0167	-0.0298
Si	-0.0047	-0.01	-0.0094
Si	-0.0001	0.0097	-0.0106
Si	0.0077	-0.0003	-0.0059
Si	-0.0083	0.0034	-0.0039
Si	-0.0027	0.0074	-0.0012
Si	-0.0005	-0.0024	-0.006
Si	-0.0029	-0.0018	-0.008
Si	0.0114	0.0012	-0.0069
Si	-0.0082	0.0023	0.0085
Si	0.006	-0.0014	0.0102
Si	0.0037	-0.0056	0.01
Si	-0.0147	-0.0009	0.0027
Si	-0.0001	-0.0047	0.0102
Si	-0.0107	-0.0016	0.014
Si	-0.0062	0.003	0.0166
Si	0.0064	-0.0017	0.0078
Si	-0.0025	-0.0007	0.0206
Si	-0.0122	0.0088	0.0218
Si	-0.0004	0.0088	0.0187
Si	0.0025	-0.0085	0.0211
Si	-0.0051	0.0076	0.0194
Si	0.0083	-0.0003	0.0183
Si	-0.0075	-0.006	0.0203
Si	0.0037	0.0013	0.0194
Si	-0.0014	0.0072	0.0435
Si	-0.0021	0.0017	0.0488
Si	0	-0.0072	0.0474
Si	-0.004	0.0081	0.0621
Si	0.0046	-0.005	0.0574
Si	0.0026	0.0073	0.0548
Si	0.0071	-0.0035	0.0486
Si	-0.0078	-0.0047	0.0605
Si	-0.0078	-0.0005	0.0535
Si	-0.0009	0.0039	0.0472
Si	-0.0076	0.0048	0.0387
Si	0.0018	-0.0073	0.0445
Si	0.0002	0.0045	0.0548
Si	-0.0025	0.0066	0.0643
Si	-0.0065	-0.0004	0.0615
Si	-0.0032	-0.0073	0.0586
Si	0.0037	-0.0014	0.0536
Si	-0.0074	-0.0052	0.0512
Si	-0.0016	-0.0071	0.0566
Si	-0.0022	0.0071	0.0527
Si	0.0013	0.0032	0.055
Si	0.0037	-0.0093	0.0423
Si	-0.0108	0.0018	0.0529
Si	0.0016	-0.0113	0.0696
Si	0.0044	0.0021	0.0725
Si	0.0002	-0.0036	0.06
Si	-0.0002	0.0048	0.0567
Si	0.0058	0.0007	0.0486
Si	0.006	0.0074	0.0555
Si	-0.0038	0.0022	0.0501
Si	0.0019	-0.0114	0.0427
Si	0.001	-0.0027	0.041
Si	0.0038	-0.001	0.0516
Si	-0.0029	-0.004	0.0543
Si	-0.0047	-0.0016	0.0518
Si	-0.0007	-0.0011	0.05
Si	-0.0018	0.0017	0.0552
Si	0.004	0.0006	0.0584
Si	0.0006	0.0027	0.0642
Si	-0.0008	-0.0066	0.0542
Si	0.0028	0.0011	0.0554
Si	0.0012	-0.0037	0.0553
Si	-0.0023	0.0041	0.0708
Si	0.006	0.0017	0.0505
Si	-0.0054	-0.0039	0.0532
Si	-0.0026	-0.0064	0.0625
Si	-0.0016	-0.0007	0.0581
Si	-0.0033	-0.0039	0.0586
O	0.0056	0.0136	-0.0251
O	0.0044	0.0126	-0.0417
O	0.0059	0.0023	-0.0459
O	0.0078	0.0104	-0.0214
O	-0.0015	0.0009	-0.0077
O	0.0011	-0.0002	-0.0149
O	-0.012	-0.0018	-0.0193
O	0.0093	-0.0053	-0.0207
O	0.0006	-0.0034	-0.0146
O	-0.0014	-0.002	-0.0215
O	0.0026	0.015	-0.0271
O	-0.0001	0.0038	-0.0147
O	0.0076	-0.0027	-0.0509
O	-0.01	0.0116	-0.0372
O	0.0047	-0.0047	-0.0345
O	0.0002	-0.0032	0.0033
O	-0.0055	0.008	-0.0209
O	0.0001	0.0003	-0.0182
O	0.0166	0.0014	-0.0336
O	-0.0102	-0.0082	-0.0316
O	0.0005	0	-0.0266
O	-0.0026	0.0034	-0.0149
O	-0.0206	0.0068	-0.0339
O	0.0086	0.0113	-0.0287
O	0.0044	-0.0167	-0.041
O	0.0146	0.0023	-0.0253
O	-0.0093	0.0021	-0.045
O	0.0024	0.0046	-0.0252
O	0.0179	0.0055	-0.0236
O	0.0023	0.011	-0.0268
O	0.0004	0.0003	-0.0277
O	-0.0068	0.0086	-0.0279
O	-0.002	0.0113	-0.0344
O	-0.0053	0.0054	-0.0342
O	-0.0045	0.0166	-0.022
O	0.0111	-0.0096	-0.0383
O	-0.0044	-0.0045	-0.0233
O	-0.003	0.0084	-0.0386
O	-0.0083	-0.0081	-0.0369
O	0.0071	-0.0146	-0.0246
O	-0.0017	0.0008	-0.01
O	0.0103	-0.006	-0.0219
O	-0.0069	0.0102	-0.0259
O	0.0011	-0.0106	-0.0319
O	-0.0082	0.0026	-0.0227
O	-0.0023	0.0036	-0.0196
O	0.0068	-0.0047	-0.0163
O	-0.0034	-0.0028	-0.0163
O	0.0095	-0.0001	-0.0288
O	0.0102	-0.0059	-0.0363
O	0.004	-0.0148	-0.0316
O	0.0067	-0.0129	-0.0232
O	-0.0084	0.0098	-0.0285
O	-0.0007	-0.0084	-0.0312
O	0.0004	-0.0049	-0.0086
O	-0.0062	-0.0047	-0.0243
O	-0.0053	-0.007	-0.035
O	-0.0109	-0.0133	-0.0345
O	-0.009	-0.0052	-0.0293
O	-0.0028	0.0019	-0.0201
O	0.0087	-0.0024	-0.0365
O	-0.0015	0.0038	-0.0102
O	0.0064	0.0103	-0.0225
O	-0.0052	0.005	-0.044
O	0.0048	0.0084	-0.0345
O	-0.0083	0.0117	-0.0332
O	0.0129	0.0109	-0.0439
O	-0.0009	0.0015	-0.0212
O	-0.0102	0.0085	-0.0378
O	-0.005	-0.0092	-0.0405
O	-0.0025	-0.0004	-0.0125
O	-0.0132	0.0049	-0.0345
O	0.0074	0.0025	-0.0217
O	0.0194	-0.0008	-0.0244
O	-0.0015	-0.0025	-0.0059
O	0.0018	-0.0034	-0.0198
O	0.0073	-0.0168	-0.0553
O	-0.0118	0.0048	-0.032
O	-0.0055	-0.0064	-0.0242
O	-0.0054	-0.0015	-0.0292
O	0.0077	-0.0045	-0.0264
O	-0.0123	0.0055	-0.0292
O	0.0081	-0.0006	-0.019
O	0.0071	0.005	-0.0374
O	0.0026	-0.0019	-0.0024
O	-0.0001	0.0027	-0.0099
O	0.0036	-0.0078	-0.0202
O	0	0.0057	-0.0294
O	-0.002	-0.0007	-0.0232
O	0.0046	-0.0029	-0.0259
O	0.0006	-0.0045	-0.0175
O	0.0035	-0.0113	-0.0399
O	-0.0044	0.0021	-0.0258
O	0.0093	-0.0075	-0.0244
O	-0.004	0.0072	-0.0177
O	0.0051	-0.0059	-0.0173
O	-0.0007	-0.0063	-0.0289
O	0.0085	-0.009	-0.0208
O	-0.0055	-0.0002	-0.027
O	-0.0076	0.0105	-0.0314
O	-0.001	-0.0014	-0.0157
O	0.0069	0.0183	-0.0372
O	-0.0013	-0.0013	-0.0292
O	0.002	0.0146	-0.0348
O	0.0126	-0.0017	-0.0117
O	-0.0132	0.0103	-0.0241
O	0.0047	0.0115	-0.034
O	0.0162	0.0016	-0.0208
O	-0.0085	0.002	-0.0182
O	0.003	0.0026	-0.0234
O	-0.001	0.0039	-0.0072
O	0.0035	-0.0141	-0.0332
H	0.3628	-0.3416	-0.2618
H	-0.1917	0.2885	-0.3002
H	-0.215	0.2623	-0.2957
H	0.3389	-0.336	-0.2539
H	-0.3226	0.3582	-0.2308
H	0.2589	-0.2402	-0.2903
H	-0.319	0.399	-0.2237
H	0.2694	-0.201	-0.3059
H	0.2631	-0.2101	-0.2803
H	-0.3915	0.3443	-0.2316
H	0.2968	-0.1854	-0.2989
H	-0.3072	0.4081	-0.2315
H	0.3931	-0.3064	-0.2634
H	-0.2202	0.2758	-0.2972
H	0.3836	-0.3409	-0.2591
H	-0.2283	0.2761	-0.2849
H	0.2837	-0.2539	0.2791
H	-0.3333	0.3033	0.2655
H	0.3459	-0.3034	0.227
H	-0.3165	0.2124	0.2701
H	0.3064	-0.3933	0.2089
H	-0.2943	0.217	0.2931
H	0.2313	-0.3075	0.2834
H	-0.3473	0.2641	0.2812
H	-0.3514	0.1986	0.2483
H	0.2625	-0.3503	0.2501
H	-0.3312	0.3439	0.2824
H	0.2607	-0.274	0.3013
H	0.2575	-0.2819	0.2759
H	-0.3115	0.3412	0.2645
H	-0.2631	0.2647	0.2612
H	0.2282	-0.4365	0.2117

The program warned: the cutoff lies below the one the program advises for these potential files; the forces do not sum to zero within the program's tolerance; empty levels may hold ghost states of the PAW files; the exchange-correlation potential is rough where the density is thin.
